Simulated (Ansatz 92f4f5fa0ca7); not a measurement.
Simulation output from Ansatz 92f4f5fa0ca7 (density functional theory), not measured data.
Periodic cell of 223 atoms, Si133O90, from a study of silicon, its oxide and their interface. The atomic structure is a simulated model.
Doubt: the cutoff is far below the 930 eV that the study's wrapper takes by default for these files, so forces and energies are approximate.

Settings: functional PBE; potential files Ansatz PAW; basis plane waves; wave-function cutoff 580 eV; density cutoff ratio 5; exchange-correlation grid ratio 1; k mesh 1 x 1 x 1, Gamma-centred; self-consistency stop 5e-08 eV per atom in the density residual; occupations fixed; spin none; net charge 0.

Cell vectors (angstrom)
a  10.938  0  0
b  0  10.938  0
c  0  0  32.301

Atoms and the computed forces on them: element, x, y, z (angstrom), force x, y, z (eV/angstrom)
Si  -0.0872  0.3359  24.8018  0.0119  -0.0109  0.0341
Si  5.3837  0.4569  24.9099  0.0111  0.054  -0.0539
Si  3.0254  2.5737  24.9231  -0.0019  -0.0028  0.0233
Si  8.4277  2.4385  24.8015  -0.0239  -0.037  -0.0533
Si  -0.5183  5.807  24.624  -0.0203  -0.025  -0.0538
Si  5.5115  5.737  25.0132  -0.0021  0.0072  -0.0002
Si  3.3654  8.0198  24.4816  -0.0448  0.0066  -0.017
Si  8.3698  8.298  24.7263  -0.0002  -0.0102  0.0056
Si  1.4077  1.4608  26.217  0.0081  -0.0131  -0.0034
Si  6.9188  1.4479  26.301  0.0054  0.0135  0.0262
Si  4.2084  4.1534  26.1818  -0.0072  -0.0082  0.0027
Si  9.4919  4.1417  26.0537  0.0346  0.0519  0.0534
Si  1.1358  6.7049  26.1044  0.0512  0.0733  -0.0184
Si  6.9286  7.0663  26.2324  -0.0101  0.0082  0.0091
Si  4.2311  9.6397  25.9952  -0.009  -0.0128  0.0434
Si  9.6623  9.677  26.1008  0.0051  0.0037  0.0063
Si  2.7471  -0.0426  27.461  -0.0074  0.012  0.0051
Si  8.2357  -0.0271  27.5411  -0.0031  0.0007  0.004
Si  -0.0336  2.8149  27.5013  -0.0048  -0.0066  0.0057
Si  5.4813  2.7678  27.5846  0.001  -0.0011  0.0057
Si  2.7018  5.462  27.4717  0.0103  0.0033  0.0028
Si  8.1803  5.4979  27.5078  0.0024  -0.0043  -0.0029
Si  -0.0394  8.2025  27.5181  0.0055  0.0072  -0.0018
Si  5.4452  8.2896  27.5332  0.0045  -0.0129  0
Si  4.1018  1.3673  28.8827  -0.0742  -0.3355  -0.1167
Si  9.5708  1.3673  28.8827  0.0934  0.228  -0.0557
Si  1.3673  4.1018  28.8827  -0.0732  0.1508  0.0533
Si  6.8362  4.1018  28.8827  0.0992  0.4394  0.388
Si  4.1018  6.8362  28.8827  -0.2812  0.1687  -0.3461
Si  9.5708  6.8362  28.8827  -0.1788  -0.1222  0.1416
Si  1.3673  9.5708  28.8827  0.1128  -0.2288  -0.2164
Si  6.8362  9.5708  28.8827  0.0355  0.18  0.3515
Si  0  0  30.25  0.1006  0.1004  -0.0544
Si  5.469  0  30.25  0.109  0.0712  0.0239
Si  2.7345  2.7345  30.25  -0.0914  -0.044  -0.0552
Si  8.2035  2.7345  30.25  0.042  0.0211  0.0065
Si  0  5.469  30.25  0.1263  0.0668  -0.0083
Si  5.469  5.469  30.25  0.0937  -0.0385  -0.0242
Si  2.7345  8.2035  30.25  -0.0306  -0.0185  0.0145
Si  8.2035  8.2035  30.25  -0.0852  -0.1173  0.0105
Si  1.3673  1.3673  31.6172  0.0255  -0.03  -0.0032
Si  6.8362  1.3673  31.6172  -0.0555  0.0589  -0.0137
Si  4.1018  4.1018  31.6172  0.0051  0.0168  -0.0136
Si  9.5708  4.1018  31.6172  0.022  0.012  -0.0457
Si  1.3673  6.8362  31.6172  -0.0607  -0.0234  -0.0186
Si  6.8362  6.8362  31.6172  -0.0439  0.0735  0.0179
Si  4.1018  9.5708  31.6172  0.0107  -0.0097  -0.0246
Si  9.5708  9.5708  31.6172  -0.0138  0.005  -0.0164
Si  2.7345  0  0.6835  -0.0154  0.0092  0.0207
Si  8.2035  0  0.6835  -0.0075  0.0096  0.015
Si  0  2.7345  0.6835  -0.021  0.0422  0.0027
Si  5.469  2.7345  0.6835  0.0734  -0.0307  -0.002
Si  2.7345  5.469  0.6835  -0.0274  0.0129  0.0169
Si  8.2035  5.469  0.6835  0.0156  -0.0638  0.0199
Si  0  8.2035  0.6835  0.1397  -0.0698  0.0014
Si  5.469  8.2035  0.6835  0.0073  0.0159  0.0269
Si  4.1018  1.3673  2.0507  0.0017  0.0987  -0.0254
Si  9.5708  1.3673  2.0507  0.0484  -0.0035  0.0236
Si  1.3673  4.1018  2.0507  -0.039  -0.0413  0.0122
Si  6.8362  4.1018  2.0507  -0.0983  -0.0042  -0.0035
Si  4.1018  6.8362  2.0507  -0.0032  -0.0551  0.0154
Si  9.5708  6.8362  2.0507  -0.0038  0.0669  0.0305
Si  1.3673  9.5708  2.0507  -0.1034  0.048  -0.0444
Si  6.8362  9.5708  2.0507  0.0199  -0.0352  0.0051
Si  0  0  3.418  -0.075  -0.364  -0.5402
Si  5.469  0  3.418  0.0291  -0.1012  0.2953
Si  2.7345  2.7345  3.418  0.1873  0.0018  -0.3453
Si  8.2035  2.7345  3.418  -0.3937  -0.3411  0.3117
Si  0  5.469  3.418  0.0468  -0.1755  0.0065
Si  5.469  5.469  3.418  0.0913  -0.077  -0.3433
Si  2.7345  8.2035  3.418  0.2664  0.2614  0.2783
Si  8.2035  8.2035  3.418  -0.0927  0.2197  -0.0051
Si  1.4664  1.2433  4.6862  -0.001  0.0035  0.003
Si  6.7996  1.323  4.8814  -0.0035  -0.0103  0.0038
Si  4.1251  4.0933  4.759  0.0025  -0.0045  -0.0027
Si  9.5688  4.0674  4.7704  0.004  -0.0032  0.0018
Si  1.3693  6.8513  4.7645  -0.0016  0.0009  -0.0065
Si  6.8358  6.8212  4.7595  -0.0004  -0.0004  0.0038
Si  4.1819  9.5423  4.8717  0.0018  0.0019  -0.0011
Si  9.5358  9.6314  4.7939  0.0025  -0.0049  -0.0049
Si  2.78  -0.0183  6.2095  0.0011  0.0008  -0.0027
Si  8.0907  -0.1147  6.3375  0.0001  -0.0006  -0.0047
Si  0.0681  2.5941  5.912  0.0024  -0.0003  -0.0023
Si  5.3851  2.7165  6.2358  0.0067  0.0015  -0.0123
Si  2.8394  5.5648  6.074  -0.0018  0.001  -0.0103
Si  8.1904  5.4471  6.1103  -0.0009  -0.0013  0.001
Si  -0.0497  8.1959  6.074  -0.0023  -0.0039  -0.0024
Si  5.5899  8.1634  6.2869  0.0004  0.003  0.0031
Si  3.6401  1.7445  7.5929  0.0027  -0.0072  -0.0061
Si  10.3075  1.3216  7.766  0.0088  0.0023  -0.0053
Si  1.5135  3.9514  7.0353  -0.0043  0.0033  -0.0085
Si  6.5816  4.3366  7.438  0.0083  -0.0043  -0.0193
Si  4.3754  6.5954  7.5768  -0.0106  0.0046  -0.0106
Si  9.1945  7.1654  7.3435  -0.0146  0.0146  -0.0101
Si  1.182  9.6788  7.4067  0.0029  0.0022  -0.0115
Si  7.4793  8.8715  7.6027  0.0129  -0.0102  -0.0154
O  12.8292  7.8055  25.1188  -0.044  -0.0757  0.0539
O  4.1521  1.4624  24.4458  0.0184  -0.001  -0.0144
O  9.7137  6.6192  8.8468  0.015  -0.016  0.0173
O  -2.207  0.9531  7.4691  -0.0084  0.0103  0.0154
O  7.6027  2.9115  23.4373  -0.0028  0  0.0183
O  3.1735  10.6154  22.018  -0.0009  0.0075  0.0033
O  5.4751  5.4376  8.0171  -0.0025  -0.0007  0.0223
O  0.1418  -0.1097  7.9504  0.002  -0.0032  0.0116
O  7.3305  3.6558  8.7334  0.0025  -0.0107  0.0229
O  7.3407  9.0336  9.2676  -0.0025  -0.0002  0.0331
O  11.252  4.7013  7.8775  -0.0014  -0.0019  -0.0024
O  1.7694  8.9146  8.7366  -0.0027  -0.0034  0.008
O  3.9142  1.2171  9.1294  0.0081  -0.0001  0.0188
O  2.525  2.9394  7.8812  0.0011  0.0011  0.0181
O  10.57  2.0867  9.1772  -0.0028  -0.0008  -0.0046
O  3.749  7.1981  8.9936  -0.0027  0.0033  0.0137
O  7.8655  9.041  23.3133  0.0029  0.0053  0.0002
O  9.6001  1.3431  24.3331  -0.0259  0.0124  -0.0108
O  6.4892  5.2826  23.7756  -0.0016  -0.0079  0.0017
O  2.2856  3.1651  23.5791  -0.0014  -0.0005  -0.0132
O  11.7136  -0.2378  23.4957  0.0112  -0.0074  -0.0113
O  -1.5403  7.0909  24.2943  0.0057  0.0045  -0.0008
O  3.0743  8.2357  22.887  0.0053  -0.0063  0.0125
O  6.3018  11.1764  23.5583  -0.0114  -0.0054  0.0269
Si  12.4898  -0.0389  22.0603  0.0012  -0.0018  -0.002
Si  7.1764  4.2994  22.6815  0.0021  0.0179  -0.0149
Si  5.593  15.604  20.0405  -0.002  -0.0056  0.0113
Si  10.6486  1.4478  13.1636  0.0065  0.0105  0.0058
Si  5.4298  -0.9744  12.3394  0.0045  -0.0046  0.0043
Si  2.0286  1.3061  14.8826  0.0039  0.0021  0.0154
Si  4.6418  1.6018  13.3611  0.0018  0.002  0.0109
Si  -0.7312  4.9641  22.4038  -0.0187  0.0224  0.0188
Si  10.6481  4.8638  17.9824  -0.0026  -0.0005  -0.0012
Si  11.1246  3.4984  15.108  0.0049  -0.0022  0.0104
Si  10.1527  2.887  10.5244  0.0066  0.0082  -0.0151
Si  3.9094  9.1626  21.8449  -0.0019  -0.0108  0.0176
Si  7.5117  5.6611  11.928  -0.003  -0.0011  -0.0033
Si  9.7761  9.5575  12.6894  -0.0033  -0.0051  0.0028
Si  8.0797  0.5693  19.9576  -0.011  -0.0031  -0.004
Si  5.7169  3.2257  15.532  0.0053  -0.0007  0.0112
Si  8.8667  7.8581  15.0988  -0.0065  0.0058  0.0163
Si  7.7339  8.5243  10.7731  -0.0076  0.0026  -0.0202
Si  12.3407  5.2597  20.3279  -0.0025  -0.0021  -0.0132
Si  13.757  8.5878  17.1858  -0.0062  0.0071  0.0033
Si  -0.0247  -0.6927  19.6289  -0.0012  -0.0012  -0.0055
Si  6.301  6.18  14.7603  0  -0.0017  0.0162
Si  10.6571  7.9892  17.4983  -0.0024  -0.0036  0.0015
Si  2.1053  11.3872  17.7828  0.0046  -0.0003  0.0039
Si  10.9109  5.5613  9.204  0.0011  0.0036  -0.0042
Si  8.1796  14.3915  19.0911  0.0038  -0.0036  0.0073
Si  6.7858  10.0147  22.5359  0.0067  0.0036  -0.0164
Si  -0.628  5.7912  13.3112  0.0017  -0.001  0.0082
Si  6.9316  1.5237  17.5172  -0.0002  -0.0104  -0.0033
Si  2.2982  7.6545  9.6117  -0.003  -0.0077  0.0034
Si  1.4283  3.0073  22.205  0.0021  -0.0016  0.0046
Si  3.8335  8.0084  14.3695  0.0018  -0.0031  0.012
Si  3.7658  7.1503  19.6365  -0.0045  0.0014  -0.0026
Si  4.297  2.6662  18.1282  -0.0042  -0.0011  -0.0023
Si  12.3282  7.8553  12.5024  0.011  -0.0015  -0.0045
Si  7.1619  3.1327  10.2686  0.0046  0.002  -0.0147
Si  4.6744  1.1618  10.5565  -0.0043  0.0033  -0.016
O  7.0042  4.5742  19.2277  -0.0024  -0.0008  0.0007
O  3.9896  1.8993  11.8725  -0.0012  0.0045  0.0014
O  13.3537  6.5074  20.263  0.0062  -0.0036  -0.0008
O  0.0524  16.6637  21.16  0.0166  0.0023  -0.0018
O  4.7732  6.7537  14.8426  0.0001  0.0035  -0.005
O  -1.3297  4.1925  19.046  0.0016  0.0012  0.0016
O  6.4458  4.7071  15.492  0.0018  0.0048  -0.0064
O  -4.1678  4.4016  11.2119  0.0031  0.0016  0.0056
O  9.8453  6.659  14.6055  0.0029  -0.0012  -0.0041
O  7.3748  7.2476  15.4184  0.003  -0.0023  -0.0071
O  12.0683  4.7895  18.7784  0.0039  0.0048  0.0098
O  9.5463  8.5338  16.423  0.003  -0.003  -0.0042
O  5.2686  2.9727  13.9795  0.0006  -0.0032  -0.005
O  8.8409  8.9598  13.8974  0.006  0.0015  -0.0055
O  0.2861  4.6334  13.9603  0.0018  -0.0057  -0.0014
O  2.3245  8.1044  11.1788  -0.0053  0.0001  0.0159
O  -1.9495  5.2557  12.5179  0.0038  -0.0009  -0.0013
O  7.2453  -0.2236  21.1262  0.002  0.0052  -0.0019
O  1.2555  8.1398  16.9561  0.0057  0.0016  0.0009
O  10.2734  6.4284  17.7559  0.0035  -0.0007  -0.0003
O  12.076  0.8041  13.6227  -0.0012  -0.0019  -0.0071
O  6.0053  4.1318  21.5397  -0.0058  0.0034  0.0042
O  14.4517  8.8275  15.7387  -0.0006  -0.004  -0.0002
O  8.5851  2.575  10.7952  -0.0067  0.0022  0.0027
O  10.1255  2.3434  14.4589  -0.0034  -0.004  -0.0011
O  3.8862  -2.3256  20.3289  -0.0031  -0.0135  -0.0102
O  13.0341  4.0214  21.1263  0.0005  0.0109  0.0035
O  2.4096  7.5172  13.7314  -0.0021  0.0013  -0.0027
O  1.6935  2.8723  15.2295  -0.0034  -0.0017  -0.0049
O  13.8833  10.0027  18.009  -0.0036  -0.0009  -0.0025
O  7.6183  6.8974  10.8681  -0.0001  0.0034  0.0056
O  11.357  9.1368  12.8204  -0.0022  0.0059  0.001
O  3.6114  7.4252  18.0312  0.0042  -0.0038  0.0115
O  6.522  1.8043  15.9366  -0.0033  -0.0022  -0.0049
O  5.058  17.1479  19.9951  -0.0059  0.0054  0.0011
O  0.3453  6.6119  12.295  0.0025  -0.0014  0.0006
O  5.75  0.3967  13.1952  0.0006  0.0003  -0.0027
O  -0.1382  3.4258  22.4509  0.0071  -0.0092  0.0038
O  10.6557  4.0575  16.5632  0.0009  0.0007  -0.0032
O  6.5785  6.0936  13.1677  0.0013  -0.0005  0.0021
O  6.7488  9.1666  11.891  0.0017  -0.0006  -0.0025
O  4.5372  -1.9638  13.2653  0.0028  0.0017  -0.0027
O  8.0532  13.1552  20.1881  -0.0005  0.0028  0.0005
O  5.5411  1.6394  18.3716  -0.0031  0.0059  0.0036
O  9.5885  0.0524  20.1543  0.0044  -0.0066  0.0024
O  5.4742  9.1034  22.2635  0.0026  0.0068  0.0073
O  3.571  1.08  14.469  0.0021  -0.0001  -0.003
O  4.7331  -0.4357  10.9459  0.0039  -0.0024  0.0061
O  2.9184  12.7416  18.2011  0.0022  0.0004  -0.0004
O  9.2291  9.027  11.233  -0.0008  0.0027  0.0075
O  11.8141  9.9133  20.9482  -0.0082  -0.0033  -0.0035
O  7.9939  2.7585  17.6377  0.0038  0.0053  0.0044
O  10.534  8.8529  18.8754  0.0012  0.0057  0.0065
O  10.4769  4.4808  10.3388  -0.0071  -0.0121  0.0118
O  11.6774  11.3096  18.6554  -0.0002  -0.0032  0.0042
O  4.4079  3.7723  19.3288  0.0018  0.0006  0.0004
O  12.615  11.3882  16.2122  0.0026  -0.0008  -0.0028
O  6.1195  1.8955  10.35  -0.004  0  0.0019
O  1.3265  6.3568  9.5757  0.0062  0.0079  -0.004
O  -3.3187  0.2731  18.3691  0.0063  -0.0022  0.0106
O  12.3588  12.4497  21.6025  -0.0008  0.0041  0.0063
O  4.2562  6.6538  24.4748  0.032  -0.0467  -0.0117
O  4.5031  14.2928  16.6458  0.0007  -0.0036  0.0056
O  9.6321  0.2404  12.7927  0.0035  0.0006  -0.0045
O  -2.3615  4.9478  22.0854  -0.0023  -0.0069  0.008
O  10.9423  2.3585  11.8401  0.0018  -0.0077  0.0144

Results
free energy: -135735.154 eV
free energy less fixed offsets of O -568.88, Si -635.61 eV per atom: 0.176 eV

The program warned: the cutoff lies below the one the program advises for these potential files; the exchange-correlation potential is rough where the density is thin.
